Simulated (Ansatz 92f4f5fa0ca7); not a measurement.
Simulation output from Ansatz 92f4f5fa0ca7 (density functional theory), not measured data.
Periodic cell of 224 atoms, Si134O86N4, from a study of silicon, its oxide and their interface. The atomic structure is a simulated model.
This geometry differs little from another in the collection (a relaxation step or a small displacement).

Settings: functional r2SCAN; potential files Ansatz PAW; basis plane waves; wave-function cutoff 800 eV; density cutoff ratio 5; exchange-correlation grid ratio 1; k mesh 1 x 1 x 1, shifted by 0.5 0.5 0 of a step; self-consistency stop 1e-10 eV per atom in the density residual; occupations fixed; spin none; net charge 0.

Cell vectors (angstrom)
a 10.88 0 0
b 0 10.88 0
c 0 0 31.8074

Atoms: element, x, y, z (angstrom)
Si -0.4076 0.0449 -0.0777
Si 2.2606 2.6885 -0.3277
Si 0.2897 5.1114 -0.0675
Si 2.9573 7.8572 0.0733
Si 6.0769 -0.4082 -0.3988
Si 8.6623 2.6203 0.0198
Si 5.1245 5.6481 0.1237
Si 7.8821 7.97 0.1913
Si 1.2649 1.2002 1.1866
Si 3.9968 3.8282 1.0244
Si 1.3725 6.7038 1.2929
Si 4.2412 9.56 1.0293
Si 6.9557 1.309 1.0339
Si 9.7326 4.0293 1.4799
Si 6.6324 6.673 1.5933
Si 9.4146 9.371 1.3039
Si 0.1279 2.5977 2.7466
Si 2.8078 -0.0488 2.4474
Si 0.0222 8.104 2.5976
Si 2.739 5.2664 2.5588
Si 5.4883 2.6103 2.4052
Si 8.1543 -0.0297 2.6178
Si 5.3644 8.2367 2.7016
Si 8.2136 5.3615 2.6949
Si 1.4459 4.0123 4.035
Si 4.131 1.3283 3.855
Si 1.4346 9.4839 3.8689
Si 4.0353 6.7512 3.9268
Si 6.8024 3.9716 3.8997
Si 9.5441 1.2886 3.9982
Si 6.786 9.5485 4.0103
Si 9.55 6.7841 3.9908
Si 0.0827 -0.0537 5.2908
Si 2.8404 2.6816 5.3158
Si 0.0405 5.4155 5.3239
Si 2.7078 8.1261 5.3011
Si 5.4347 0.0248 5.3308
Si 8.1743 2.6838 5.3111
Si 5.4845 5.4266 5.2406
Si 8.1876 8.1719 5.3093
Si 1.4284 1.3453 6.6414
Si 4.1508 4.1022 6.6484
Si 1.3587 6.8103 6.6868
Si 4.0735 9.5173 6.653
Si 6.8136 1.3761 6.6861
Si 9.5362 4.0761 6.6596
Si 6.8315 6.793 6.6354
Si 9.5501 9.519 6.6623
Si 0.064 2.7286 7.9787
Si 2.7569 0.0189 8.0463
Si -0.0152 8.1609 8.0376
Si 2.782 5.4737 7.9919
Si 5.4996 2.7807 8.0308
Si 8.2132 0.0456 8.0167
Si 5.4868 8.1938 7.9773
Si 8.1883 5.4524 8.0227
Si 1.4165 4.1119 9.3252
Si 4.1348 1.4441 9.3785
Si 1.3188 9.5696 9.3501
Si 4.1523 6.8415 9.3415
Si 6.8589 4.1013 9.4147
Si 9.586 1.419 9.3763
Si 6.8094 9.5994 9.3474
Si 9.5083 6.814 9.4159
Si 0.0296 0.0803 10.7751
Si 2.7846 2.8211 10.7324
Si 0.0378 5.4089 10.7048
Si 2.7323 8.2218 10.5981
Si 5.5214 0.1447 10.7526
Si 8.2501 2.7659 10.78
Si 5.5205 5.5028 10.7369
Si 8.1455 8.2641 10.7095
Si 1.4212 1.4934 12.0958
Si 4.1719 4.163 12.1105
Si 1.42 6.822 11.9237
Si 3.9631 9.7171 11.8971
Si 6.9626 1.4249 12.2223
Si 9.6084 4.0885 12.1788
Si 6.8071 6.936 12.0799
Si 9.4677 9.6338 12.0903
Si 0.0602 2.6135 13.6236
Si 2.7587 0.1759 13.4758
Si 0.1046 8.281 13.1723
Si 2.748 5.5376 13.3893
Si 5.6063 2.8915 13.4947
Si 8.217 -0.0386 13.7391
Si 5.2204 8.3281 13.1765
Si 8.3685 5.731 13.3937
Si 1.2428 4.3704 14.7194
Si 4.4897 1.2274 14.7414
Si 1.3255 9.5652 14.6363
Si 3.5674 7.388 14.6005
Si 7.0464 4.4169 14.6855
Si 10.0152 0.7714 15.1774
Si 6.3949 9.6202 14.6645
Si 10.0519 6.8621 14.7453
Si -1.9775 3.1909 16.7181
Si 2.7437 2.6084 16.9557
Si 5.9791 7.0121 16.2656
Si 6.0004 1.0296 23.6977
Si 0.2609 1.6064 17.7909
Si 0.9498 8.5342 19.608
Si -2.446 3.662 21.7396
Si 6.4705 7.926 21.2049
Si 0.541 4.3662 17.4808
Si 3.7245 -5.1342 24.31
Si -1.8927 9.2933 19.794
Si 10.3385 9.0011 17.0341
Si -3.6222 3.8312 19.2581
Si 1.2473 -1.6647 29.6273
Si 0.7749 17.7505 24.5692
Si 8.7274 -7.5458 26.0694
Si 2.2515 5.8528 19.3593
Si 9.6201 1.0215 27.6223
Si -5.5987 6.3572 19.0307
Si -5.0528 2.7491 21.3534
Si 1.7445 1.0163 28.7508
Si 1.169 0.4956 20.2797
Si 4.2415 -4.2044 27.3026
Si 2.1792 9.1273 24.8185
Si 2.983 0.6282 26.0657
Si 5.3303 -1.5081 26.6131
Si -1.2781 11.5583 21.8688
Si 6.3413 5.0959 29.0848
Si 6.8619 0.2125 28.4197
Si -1.7317 5.3192 24.099
Si 6.5121 -5.3463 22.8989
Si -2.1075 5.392 30.2562
Si 4.9807 -1.6299 23.7234
Si -2.0962 0.7109 24.7361
Si 6.0579 2.9721 27.3613
Si 1.5729 7.4573 27.2521
Si 3.0418 3.0634 19.9933
Si 15.1761 2.9658 25.1125
O -1.2749 1.3766 -0.6018
O 0.0693 -0.9167 30.4654
O -2.1088 -8.5518 24.7957
O 2.2172 1.9785 29.9737
O -4.7943 3.5182 28.8684
O -0.4845 5.4206 30.3041
O -1.4425 2.6107 27.3263
O 4.0295 6.731 -0.4175
O 6.0597 0.1461 29.8413
O 6.9758 -1.775 -0.5898
O 8.3372 3.8647 30.7672
O 13.353 1.4079 27.3808
O 1.7387 9.8576 20.1722
O 6.0222 5.393 30.6145
O 8.4593 6.8239 -0.8184
O 0.2636 5.6687 15.0347
O 1.7259 1.3348 17.1212
O 3.9369 2.1071 16.0086
O 2.4013 8.4155 15.1937
O 4.3976 6.9837 15.9367
O 6.5294 -8.338 19.9096
O 6.5357 5.5442 15.7945
O 6.151 5.008 19.2413
O 11.2815 3.0844 18.4936
O 5.4559 10.8633 15.2802
O 6.7248 8.369 15.722
O 9.8373 7.6837 16.1781
N -1.062 1.7097 16.6781
O -10.7597 0.5862 19.0184
O 5.2578 -3.521 20.2958
O -3.2885 -2.3 20.231
O 1.8193 -3.6368 20.0736
O -0.5533 8.4716 20.2455
O 3.3987 3.0305 18.3949
O 1.067 5.6571 18.2598
N 1.7467 3.8868 16.3236
O 7.1434 6.634 21.8854
O -2.7967 3.3052 15.3379
O 0.7447 8.6228 17.982
O 6.059 7.1315 17.8574
O -1.7231 9.4373 18.1351
N 0.0356 -0.6983 15.7873
O 8.5375 4.2099 20.2021
N 6.7403 3.9747 22.173
O 9.3844 4.4273 22.7706
O -3.1111 3.3135 17.8415
O -0.9796 4.4707 16.9113
O 2.2887 4.4948 20.2741
O 3.733 6.0092 18.7133
O -6.1669 8.194 27.501
O -1.9447 10.6351 20.7158
O -8.6104 1.6664 20.2674
O 0.6397 -4.2259 26.1944
O 2.4088 -2.4255 26.2795
O -4.2511 -1.0691 27.4694
O 2.1376 8.2693 30.5456
O 4.2744 3.0642 21.0545
O 1.9033 -0.2255 25.212
O 7.2171 3.6924 26.4939
O 3.6235 4.1494 24.3047
O -7.4472 8.7623 23.8397
O 6.2954 1.3999 27.4799
O 5.3448 5.8181 28.0738
O 0.1564 0.9208 28.3836
O 0.7427 -2.5924 28.3791
O -5.222 13.2975 24.4419
O -3.6525 0.314 24.4758
O -2.9634 5.4877 28.8695
O 7.5562 5.6656 24.1578
O -1.3881 -6.2444 25.5284
O -1.3615 0.1606 23.4115
O 2.7316 -4.3653 27.9062
O 4.9781 6.0032 23.2658
O 4.6551 3.3288 26.6447
O -1.9996 2.1151 21.7612
O 4.8011 -0.0302 23.7194
O -6.6145 -0.2823 26.4645
O 13.0649 -4.6654 24.0227
O 4.2325 -4.6123 25.7412
O 0.8722 8.4476 24.1888
O 3.2328 12.6808 25.0194
O 9.4407 0.2474 26.1652
O 5.7153 -2.0458 25.1198
O 23.9803 10.3872 29.089
O 5.8074 8.8296 22.3939
O 8.4599 0.4471 28.6102
O -4.7359 1.3673 22.1306
O -10.5662 0.7343 21.6155
O -0.6136 6.4516 23.9025
O 1.4123 4.0498 31.2337

Results
free energy: -136301.634 eV
free energy less fixed offsets of N -386.36, O -570.45, Si -639.56 eV per atom: 3.546 eV

Forces (eV/angstrom), in the order of the atoms: element, x, y, z
Si 0.0513 0.0061 -0.1842
Si -0.055 -0.0563 -0.1895
Si -0.0219 0.0132 -0.2135
Si -0.0475 -0.0383 -0.1907
Si 0.0608 -0.078 -0.2458
Si -0.013 0.0138 -0.1626
Si 0.0814 0.0469 -0.1861
Si -0.0252 -0.0454 -0.177
Si 0.001 -0.0047 0.0077
Si -0.0035 -0.0178 0.0244
Si -0.0209 0.0212 0.0078
Si 0.0089 0.0183 0.0291
Si -0.012 -0.0192 0.0404
Si 0.021 0.0404 -0.0196
Si -0.0025 0.0172 -0.0509
Si -0.0036 0.0128 0.0156
Si -0.0056 -0.0262 -0.0011
Si -0.0089 0.0157 0.0104
Si -0.0144 -0.0065 -0.0091
Si 0.0409 -0.0033 -0.0147
Si -0.0126 0.0211 0.0096
Si -0.009 0.0001 -0.0304
Si 0.0324 0.0394 -0.0185
Si -0.0015 -0.0014 -0.0057
Si -0.0005 0.0119 0.0347
Si 0.0034 -0.0197 0.0006
Si 0.0045 0.0133 0.0232
Si -0.0309 -0.0163 0.0449
Si 0.002 -0.0285 0.0255
Si -0.0068 0.0059 0.021
Si 0.0001 -0.0161 0.0095
Si 0.0125 0.0072 0.0149
Si -0.0288 -0.0112 0.0186
Si -0.013 -0.0051 0.0042
Si 0.0154 0.0013 0.0125
Si 0.0028 -0.0054 0.0006
Si -0.0033 0.0157 0.0042
Si -0.0063 -0.014 0.0088
Si -0.0055 0.0052 0.0031
Si -0.0162 0.0014 0.0119
Si 0.0093 -0.0062 -0.0029
Si 0.0149 0.0085 -0.0001
Si 0.0003 -0.0006 -0.0052
Si -0.0084 0.0011 -0.0123
Si 0.0065 0.0025 -0.0018
Si -0.0006 -0.004 -0.0048
Si 0.0007 -0.0015 0.0023
Si 0.021 0.0253 0.0021
Si 0 -0.0014 0.009
Si 0.0054 0.0188 0.0038
Si -0.02 -0.008 -0.0002
Si -0.0015 -0.004 -0.002
Si -0.0215 -0.0151 -0.0064
Si 0.0144 -0.0079 0.0063
Si 0.0059 0.0006 0.0034
Si -0.0117 0.0023 0.0016
Si 0.006 0.002 0.0035
Si -0.0065 0.0055 -0.0166
Si -0.0033 -0.0037 -0.0091
Si 0.0055 0.0026 -0.0145
Si 0.0213 0.0058 -0.0099
Si -0.0206 -0.0059 -0.0075
Si -0.0149 0.0239 -0.0039
Si 0.0325 0.0022 -0.008
Si 0.0138 0.0413 -0.0237
Si 0.0001 0.0002 -0.0056
Si -0.0446 -0.0136 -0.0394
Si -0.0157 -0.0169 -0.029
Si 0.0221 -0.0352 -0.0302
Si 0.0142 -0.0281 -0.0097
Si -0.0339 -0.0086 -0.0042
Si -0.01 0.0107 -0.02
Si -0.0103 -0.0188 -0.0162
Si -0.0035 0.0093 0.0037
Si 0.033 0.0115 0.0235
Si -0.0064 0.0466 0.0446
Si -0.006 0.0168 0.0094
Si 0.0237 -0.0104 0.0315
Si -0.003 0.0314 0.005
Si -0.0063 -0.0381 0.022
Si -0.087 -0.0349 -0.0574
Si 0.038 -0.0359 -0.0193
Si -0.0523 -0.049 -0.0155
Si 0.0339 0.0239 -0.0472
Si 0.0065 0.0028 0.0018
Si 0.0294 0.0296 -0.0755
Si -0.0362 -0.0441 -0.0429
Si 0.0696 0.0307 -0.0159
Si 0.0179 0.0368 0.1554
Si -0.015 0.0173 0.1135
Si -0.028 -0.0679 0.155
Si 0.003 0.0413 0.1986
Si -0.0049 -0.0089 0.1285
Si 0.0032 0.04 0.237
Si -0.0179 -0.0174 0.1751
Si 0.0386 0.0104 0.1717
Si -0.0552 0.0194 0.1784
Si 0.0473 -0.0268 0.183
Si -0.0084 -0.0256 0.2176
Si -0.0055 0.0048 -0.003
Si 0.0109 -0.0153 0.1566
Si 0.0114 0.0106 0.1005
Si -0.0313 0.0041 0.0405
Si 0.0216 -0.0268 0.0621
Si -0.0249 0.0188 0.1505
Si 0.005 -0.0019 -0.0298
Si -0.0327 0.0172 0.1062
Si -0.0034 -0.0128 0.1704
Si 0.0052 -0.0181 0.0937
Si 0.0135 0.0055 -0.1709
Si 0.0131 -0.0027 -0.042
Si 0.0083 0.0106 -0.0603
Si 0.0177 0.0009 0.0836
Si -0.0089 0.0266 -0.1042
Si -0.0008 -0.0131 0.1045
Si 0.0254 0.0031 0.0567
Si -0.011 -0.0334 -0.1536
Si 0.0163 0.0015 0.0854
Si -0.0038 0.024 -0.0916
Si -0.0094 -0.0119 -0.023
Si 0.0232 -0.0013 -0.0615
Si -0.0173 0.0038 -0.0666
Si -0.0173 0.025 0.0367
Si -0.0215 -0.013 -0.1529
Si 0.0144 0.0082 -0.1485
Si -0.0256 -0.0053 -0.0043
Si 0.0109 -0.0074 0.0033
Si -0.0723 0.0813 -0.1481
Si -0.0091 0.0223 -0.0111
Si -0.0252 0.0155 -0.0405
Si -0.0083 0.0082 -0.096
Si 0.0206 -0.0098 -0.1021
Si 0.0209 -0.0081 0.1053
Si 0.0081 -0.0078 -0.0292
O -0.0125 0.0185 0.1326
O -0.0502 0.0414 0.118
O 0.0064 -0.0012 0.0146
O 0.0133 0.0845 0.1481
O 0.0058 0.0345 0.0697
O 0.0018 0.0069 0.1158
O -0.0063 -0.0228 0.0367
O -0.0007 0.031 0.1001
O -0.0425 0.007 0.2109
O 0.031 0.022 0.0641
O 0.0249 -0.0989 0.0877
O -0.0118 -0.0053 0.0705
O -0.019 -0.0013 -0.032
O -0.0357 -0.0205 0.1526
O 0.0273 -0.0902 0.1431
O -0.0104 0.0775 -0.083
O -0.0263 0.0251 -0.0861
O 0.0254 -0.0433 -0.0937
O 0.0199 0.0027 -0.1021
O -0.0054 0.0091 -0.1367
O 0.0186 0.0099 -0.0663
O 0.0378 -0.022 -0.0788
O -0.0036 0.0058 -0.0251
O 0.0064 0.006 -0.0513
O 0.0255 -0.0253 -0.0889
O -0.0215 0.052 -0.0912
O -0.0115 -0.0292 -0.1297
N -0.0076 -0.0336 -0.1534
O 0.0071 0.0128 -0.07
O -0.0135 0.0071 -0.0381
O 0.0164 0.01 -0.0343
O -0.0176 -0.0081 -0.037
O -0.0006 -0.0037 -0.0495
O -0.0333 0.005 -0.1125
O -0.0124 -0.0174 -0.0664
N -0.02 0.0074 -0.1713
O -0.0136 0.0205 -0.0292
O -0.0488 0.0048 -0.0722
O -0.0046 0.0197 -0.0705
O 0.0079 0.0051 -0.0877
O 0.0241 0.0064 -0.0821
N 0.034 0.0547 -0.166
O 0.0096 -0.009 -0.0632
N -0.0039 -0.0157 -0.0043
O 0.011 0.0083 -0.0132
O 0.0445 0.0337 -0.1099
O 0.0119 -0.0252 -0.0598
O -0.009 0.0086 -0.0445
O -0.0043 0.004 -0.0288
O 0.0062 -0.001 0.0291
O 0.0069 -0.0173 -0.032
O 0.0003 -0.0015 -0.0431
O 0.017 -0.0074 0.023
O -0.0042 -0.0016 0.047
O 0.0108 0.0114 0.0509
O 0.0409 -0.0202 0.1411
O -0.0233 0.0143 -0.0433
O -0.0037 0.0046 0.026
O -0.0113 -0.0024 0.0393
O -0.0002 0.0007 0.0139
O -0.003 -0.0026 0.018
O 0.0101 -0.0134 0.048
O 0.0257 -0.0188 0.0772
O 0.025 -0.0054 0.0536
O -0.0083 0.0178 0.0827
O -0.0053 0.0031 0.0115
O 0.0021 -0.0062 0.0136
O 0.0145 0.0136 0.1089
O 0.001 0.0038 0.0043
O 0.0084 -0.0139 0.0284
O 0.0098 -0.0154 -0.0017
O -0.0021 0.0009 0.0471
O -0.0048 0.0084 0.0044
O 0.0103 0.0015 0.0406
O 0.0082 -0.0004 -0.0114
O -0.0002 -0.0066 0.0006
O -0.0002 -0.0033 0.0239
O 0.001 0.0001 0.0027
O -0.0017 0.0003 0.0406
O -0.0022 0.0111 0.0063
O -0.005 -0.0086 0.0141
O 0.0068 -0.0061 0.0411
O 0.0082 -0.0019 0.015
O -0.0239 -0.0148 0.0875
O 0.0091 -0.0151 -0.0026
O -0.0085 -0.0078 0.0599
O -0.0059 -0.0069 -0.016
O 0.0047 0.0093 -0.038
O -0.0041 0.0164 0.0146
O 0.0053 0.001 0.1626

The program warned: the cutoff lies below the one the program advises for these potential files; the forces do not sum to zero within the program's tolerance; empty levels may hold ghost states of the PAW files; the exchange-correlation potential is rough where the density is thin.
